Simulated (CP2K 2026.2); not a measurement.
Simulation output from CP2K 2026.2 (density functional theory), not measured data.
Periodic cell of 552 atoms, Si316O236, from a study of silicon, its oxide and their interface. The atomic structure is a simulated model.
Doubt: the forces sum to 1.90 eV/angstrom along one axis rather than to zero, so they err by at least 0.0034 eV/angstrom per atom on average; the grid cutoff is modest.

Settings
functional: PBE
method: Gaussian and plane waves
basis set: DZVP-MOLOPT-SR-GTH
pseudopotentials: GTH-PBE
grid cutoff: 350 Ry, relative cutoff 50 Ry
k points: Gamma only
occupations: fixed
spin: none
net charge: 0

Cell vectors (angstrom)
a 16.3305 0 0
b 0 16.3305 0
c 0 0 34.6442

Atoms and the computed forces on them: element, x, y, z (angstrom), force x, y, z (eV/angstrom)
Si 0.203 16.194 0.213 -0.067 0.069 0.745
Si 3.051 2.384 0.016 -0.045 0.122 0.831
Si 16.111 5.665 0.181 0.021 -0.103 0.801
Si 2.772 7.984 0.269 0.004 0.144 0.739
Si 15.884 11.323 0.041 0.078 -0.089 0.812
Si 2.331 13.926 34.577 0.191 -0.21 0.852
Si 5.178 0.041 34.553 0.177 -0.111 0.728
Si 8.002 2.618 34.602 0.26 -0.13 0.75
Si 5.1 5.933 34.638 0.142 -0.312 0.827
Si 7.871 8.425 0.178 0.179 -0.038 0.766
Si 5.68 10.588 0.234 -0.086 0.03 0.807
Si 8.371 13.2 34.623 0.012 0.271 0.791
Si 11.484 15.708 34.372 -0.238 0.168 0.804
Si 13.335 2.967 34.558 0.16 -0.178 0.855
Si 11.088 5.185 34.571 -0.111 0.166 0.777
Si 13.986 7.937 0.124 -0.239 0.018 0.769
Si 10.749 11.211 0.125 0.021 -0.261 0.735
Si 13.685 13.532 0.351 0.027 -0.016 0.519
Si 1.465 1.364 1.447 0.027 0 -0.038
Si 4.145 4.096 1.227 0.032 0.003 -0.042
Si 1.317 6.754 1.566 -0.021 0.001 -0.048
Si 4.048 9.505 1.505 0.013 -0.026 -0.066
Si 1.259 12.333 1.317 0.017 -0.021 -0.089
Si 4.013 14.903 1.295 -0.028 -0.003 -0.069
Si 6.786 1.167 1.293 -0.033 0.026 -0.061
Si 9.491 3.998 1.209 0.019 -0.013 -0.058
Si 6.711 6.861 1.442 -0.035 -0.015 -0.029
Si 9.556 9.569 1.355 0.03 0.021 -0.049
Si 6.865 12.17 1.454 0.014 0.01 -0.052
Si 9.636 14.865 1.109 0.026 0.021 -0.069
Si 12.275 1.223 1.121 -0.047 0.044 -0.043
Si 14.89 4.064 1.355 -0.025 0.005 -0.068
Si 12.273 6.762 1.276 -0.021 0.018 -0.056
Si 14.998 9.585 1.421 0.017 0.004 -0.029
Si 12.228 12.242 1.602 -0.002 -0.009 -0.045
Si 15.027 14.997 1.54 0.027 0.008 -0.035
Si 16.33 2.731 2.687 0.001 0.019 -0.004
Si 2.766 16.277 2.78 0.007 -0.012 0.021
Si 0.017 8.242 2.821 -0.021 -0.024 0.028
Si 2.746 5.328 2.741 0.014 0.01 0.007
Si 0.021 13.605 2.85 0.014 0.008 0.043
Si 2.659 10.957 2.696 -0.037 0.002 0.013
Si 5.5 2.704 2.622 -0.027 -0.058 0.025
Si 8.247 16.199 2.572 0.019 0.003 0.02
Si 5.399 8.162 2.875 0.015 0.02 0.053
Si 8.158 5.403 2.623 0.03 -0.011 -0.021
Si 5.433 13.585 2.664 -0.012 0.027 0.004
Si 8.223 10.859 2.821 -0.019 -0.015 0.026
Si 10.865 2.593 2.551 0.021 0.008 0.037
Si 13.591 0.061 2.718 -0.001 0.015 0.019
Si 10.91 8.14 2.649 0.018 -0.01 0.01
Si 13.57 5.433 2.739 0.035 -0.006 0.029
Si 10.837 13.659 2.781 -0.028 0.005 0.031
Si 13.585 10.808 2.841 0.012 -0.013 0.007
Si 1.348 4.047 4.098 0.005 -0.004 0.012
Si 4.142 1.364 4.051 -0.012 0.016 -0.015
Si 1.382 9.585 4.143 0.015 -0.006 0
Si 4.056 6.735 4.131 0.001 0.001 -0.01
Si 1.393 14.959 4.164 -0.003 0.008 0.011
Si 4.071 12.265 4.063 -0.012 -0.006 -0.002
Si 6.838 4.048 4.03 -0.029 0.003 0.006
Si 9.518 1.295 3.988 0 0.015 -0.011
Si 6.819 9.526 4.153 -0.024 -0.007 -0.007
Si 9.521 6.782 3.997 -0.018 -0.004 0.008
Si 6.841 14.928 4.01 0.023 0.006 -0.007
Si 9.524 12.269 4.155 0.021 -0.014 0.008
Si 12.197 4.006 3.998 0.002 -0.017 -0.035
Si 14.972 1.386 4.065 0.019 -0.011 0.006
Si 12.211 9.455 4.138 -0.026 0.006 0.004
Si 14.939 6.825 4.099 -0.011 0.005 -0.029
Si 12.231 15.019 4.088 -0.021 0.002 -0.012
Si 14.952 12.221 4.152 0.01 0.003 -0.022
Si 16.306 0 5.435 0.001 0.01 0.005
Si 2.734 2.681 5.419 -0.012 0.002 0.01
Si 0.001 5.459 5.43 -0.002 0.018 -0.004
Si 2.734 8.168 5.458 0.013 0.004 0.009
Si 16.326 10.89 5.515 0.006 -0.013 -0.003
Si 2.755 13.599 5.491 0.003 -0.006 0.002
Si 5.511 16.326 5.402 -0.007 0.002 -0.005
Si 8.191 2.682 5.388 0.031 -0.003 0.009
Si 5.484 5.408 5.43 -0.019 -0.005 -0.001
Si 8.196 8.142 5.436 0.007 -0.002 -0.003
Si 5.44 10.914 5.45 0.003 -0.006 -0.006
Si 8.135 13.604 5.479 -0.003 -0.008 0.009
Si 10.857 0.007 5.443 0.004 0.006 -0.01
Si 13.592 2.728 5.411 0.008 0.008 -0.01
Si 10.869 5.409 5.372 0.003 0 -0.005
Si 13.584 8.136 5.508 0.011 -0.009 0.008
Si 10.882 10.88 5.474 0.004 -0.003 0.004
Si 13.567 13.617 5.449 -0.011 0.018 0.009
Si 1.358 1.34 6.774 -0.008 -0.015 -0.009
Si 4.104 4.055 6.765 0.003 -0.007 -0.004
Si 1.357 6.823 6.799 0.004 0.01 -0.004
Si 4.108 9.534 6.806 0.009 -0.005 -0.012
Si 1.377 12.245 6.847 0 0.008 0.007
Si 4.143 14.969 6.797 -0.009 -0.011 0.002
Si 6.846 1.344 6.797 0 0.017 0.007
Si 9.533 4.072 6.762 0.009 0.008 -0.003
Si 6.822 6.81 6.792 0.013 -0.009 0.006
Si 9.514 9.528 6.827 0.003 0 -0.006
Si 6.791 12.246 6.85 -0.019 0.006 0.002
Si 9.512 14.969 6.824 0.001 0.014 0
Si 12.238 1.362 6.777 -0.013 0.006 0.003
Si 14.948 4.1 6.771 0.002 0.004 0.001
Si 12.195 6.766 6.812 0 -0.006 0.001
Si 14.948 9.527 6.854 0.003 -0.006 0.01
Si 12.215 12.26 6.836 -0.018 -0.016 -0.001
Si 14.941 14.97 6.795 0.004 0.003 -0.004
Si 16.318 2.714 8.099 0.007 0 -0.008
Si 2.728 16.313 8.118 -0.011 0.011 -0.003
Si 0.012 8.171 8.185 0.003 -0.005 0.012
Si 2.767 5.456 8.104 0.01 0.007 -0.013
Si 16.307 13.612 8.152 0.008 -0.005 0.005
Si 2.755 10.877 8.184 0.009 -0.018 -0.005
Si 5.47 2.721 8.137 -0.027 0.003 0.007
Si 8.177 16.32 8.206 0.018 -0.003 0.013
Si 5.498 8.216 8.171 -0.008 0.016 -0.001
Si 8.197 5.467 8.126 -0.003 -0.016 0.003
Si 5.455 13.608 8.215 0.017 -0.006 0.006
Si 8.168 10.893 8.215 -0.011 -0.015 0.002
Si 10.905 2.728 8.138 0.015 0.01 0.006
Si 13.555 16.308 8.151 0.002 -0.009 -0.005
Si 10.86 8.172 8.188 -0.013 -0.002 -0.01
Si 13.586 5.436 8.161 -0.01 0.003 0.005
Si 10.836 13.6 8.223 -0.005 -0.005 -0.003
Si 13.576 10.914 8.194 -0.002 0.004 0.002
Si 1.391 4.074 9.409 -0.003 -0.001 -0.007
Si 4.089 1.342 9.461 0.027 -0.003 -0.019
Si 1.395 9.533 9.542 -0.016 -0.021 0
Si 4.13 6.831 9.468 -0.016 -0.022 -0.012
Si 1.362 14.954 9.479 0.021 0.001 -0.011
Si 4.106 12.221 9.573 -0.014 0 -0.001
Si 6.842 4.124 9.466 0.009 0.011 -0.024
Si 9.566 1.374 9.516 0.005 0.01 -0.009
Si 6.831 9.565 9.62 -0.005 -0.023 0.008
Si 9.483 6.844 9.562 -0.017 0.004 -0.005
Si 6.819 14.949 9.587 -0.006 -0.002 0.003
Si 9.462 12.269 9.638 0.002 -0.008 0.001
Si 12.243 4.073 9.537 0.002 0.011 0.002
Si 14.935 1.355 9.45 0.004 0.021 -0.002
Si 12.196 9.567 9.548 -0.005 0.001 0.001
Si 14.947 6.816 9.501 -0.017 0.003 -0.013
Si 12.216 14.953 9.568 0.013 0.013 0.01
Si 14.934 12.287 9.538 0.01 0.025 -0.004
Si 16.305 0.002 10.772 -0.002 -0.022 -0.003
Si 2.767 2.753 10.78 -0.027 -0.004 0.02
Si 0.007 5.389 10.751 0.003 0.016 -0.017
Si 2.775 8.139 10.867 0.009 -0.003 0.004
Si 16.329 10.927 10.836 0.018 -0.021 -0.02
Si 2.699 13.586 10.857 -0.031 -0.001 0.011
Si 5.41 16.32 10.856 -0.016 0.025 -0.002
Si 8.197 2.771 10.806 0.014 0.028 -0.008
Si 5.56 5.558 10.828 0.042 0.026 0.001
Si 8.162 8.204 11.028 0.027 -0.028 0.008
Si 5.486 10.932 11.017 0.022 0.021 0.032
Si 8.082 13.596 11.077 -0.038 0.024 0.023
Si 10.864 16.325 10.929 -0.019 0.017 -0.007
Si 13.613 2.68 10.877 0.01 -0.003 0.02
Si 10.864 5.466 10.853 0.019 -0.007 -0.005
Si 13.602 8.22 10.848 0.028 0.004 0.009
Si 10.853 10.921 10.98 0.006 -0.028 -0.015
Si 13.598 13.633 10.966 0.006 -0.01 0.028
Si 1.345 1.371 12.053 0.009 0.029 -0.045
Si 4.203 4.156 12.043 0.005 -0.024 -0.055
Si 1.361 6.713 12.095 -0.017 -0.01 -0.025
Si 4.169 9.449 12.273 0.026 -0.034 -0.029
Si 1.316 12.269 12.229 -0.005 0.032 0.011
Si 4.041 14.938 12.211 0.051 0.038 -0.011
Si 6.8 1.419 12.089 -0.016 0.022 -0.048
Si 9.487 4.14 12.223 -0.026 0.011 -0.037
Si 6.788 6.866 12.432 -0.03 0 -0.026
Si 9.507 9.595 12.41 0.003 0.021 0.001
Si 6.665 12.326 12.595 -0.065 -0.016 0.016
Si 9.456 15.041 12.346 -0.011 0.004 0.002
Si 12.262 1.327 12.277 0.027 -0.025 -0.005
Si 15.071 4.014 12.162 0.021 -0.031 -0.009
Si 12.255 6.829 12.156 -0.034 0.012 -0.022
Si 14.984 9.588 12.189 0.001 -0.007 -0.026
Si 12.222 12.27 12.355 0.01 0.008 -0.008
Si 15.006 15.05 12.261 -0.013 0.032 -0.038
Si 0.112 2.662 13.542 -0.048 -0.014 0.089
Si 2.665 0.031 13.403 -0.014 -0.02 0.055
Si 16.305 8.068 13.397 -0.019 -0.002 0.042
Si 2.804 5.392 13.386 -0.005 0.011 0.049
Si 0.051 13.708 13.637 -0.019 0.004 0.056
Si 2.658 10.758 13.425 -0.051 -0.018 0.036
Si 5.534 2.842 13.426 0.036 0.02 0.053
Si 7.955 0.086 13.594 -0.013 -0.078 0.008
Si 5.398 8.192 13.903 0.04 -0.021 0.074
Si 8.183 5.473 13.734 0.03 -0.011 0.06
Si 5.074 13.744 13.958 0.028 -0.074 0.042
Si 8.136 10.922 13.897 -0.001 0.018 0.075
Si 10.829 2.7 13.505 -0.041 -0.001 0.038
Si 13.685 0.08 13.716 0.02 -0.009 0.07
Si 10.975 8.188 13.628 0.037 0.034 0.016
Si 13.675 5.394 13.382 0.003 0.028 0.07
Si 10.885 13.743 13.697 0.059 0.003 0.041
Si 13.698 10.921 13.676 -0.019 0.039 0.015
Si 1.917 3.653 14.66 -0.058 -0.05 -0.862
Si 4.067 1.466 14.54 -0.004 0.018 -0.544
Si 1.472 9.214 14.704 -0.118 0.1 -0.761
Si 3.636 6.935 14.938 0.388 -0.048 -0.701
Si 1.24 15.305 14.939 0.071 -0.193 -0.749
Si 3.361 12.191 15.07 0.171 0.189 -0.823
Si 6.997 3.861 14.992 -0.07 0.208 -0.693
Si 9.188 1.639 14.817 0.062 -0.01 -0.735
Si 6.887 9.456 15.355 -0.196 0.14 -0.846
Si 9.936 6.533 14.921 -0.499 0.379 -0.712
Si 6.206 15.639 15.06 -0.033 -0.284 -0.71
Si 9.533 12.446 15.091 -0.127 -0.125 -0.755
Si 12.129 4.252 14.649 0.174 -0.373 -0.782
Si 15.341 1.203 15.034 -0.209 0.178 -0.763
Si 12.725 9.158 14.893 -0.23 0.183 -0.846
Si 14.846 6.863 14.739 0.118 -0.157 -0.712
Si 12.541 14.832 15.034 -0.133 0.151 -0.779
Si 14.786 12.608 14.966 0.125 -0.125 -0.765
Si 6.359 10.935 28.093 -0.014 0.117 0.284
Si 13.404 6.968 25.85 0.058 0.08 0.062
Si 10.976 12.49 21.994 -0.043 0.066 -0.144
Si 6.577 6.516 26.953 0.025 0.029 0.145
Si 3.863 3.406 19.127 0.032 0.06 -0.109
Si 5.309 14.776 21.273 -0.088 0.083 -0.181
Si 3.203 13.523 31.539 -0.038 -0.012 0.332
Si 0.977 12.394 19.396 -0.007 0.055 -0.253
Si 0.316 5.281 16.827 -0.056 0.028 -0.196
Si 4.276 11.027 32.214 -0.037 -0.025 0.128
Si 9.374 3.878 18.765 0.031 -0.128 -0.223
Si 11.153 4.531 29.404 -0.025 -0.044 0.171
Si 8.792 4.421 27.788 0.128 -0.062 0.247
Si 9.393 9.419 24.671 0.016 -0.098 0.048
Si 13.28 9.492 29.949 0.036 0.011 0.246
Si 2.707 2.387 26.498 0.049 0.039 0.096
Si 2.063 4.53 29.817 0.002 -0.001 0.137
Si 11.142 0.474 17.035 0.105 0.033 -0.309
Si 15.748 2.499 17.783 0.059 -0.031 -0.222
Si 12.27 1.551 29.146 -0.124 0.009 0.249
Si 4.028 6.807 28.857 -0.049 0.062 0.166
Si 13.82 8.984 21.224 0.121 -0.013 -0.202
Si 4.494 10.518 25.604 -0.002 -0.07 0.061
Si 3.752 16.263 30.203 0.016 0.028 0.166
Si 5.944 4.35 25.194 -0.03 -0.074 0.096
Si 1.38 8.038 27.648 0.005 -0.023 0.211
Si 3.039 4.887 25.09 -0.07 -0.108 0.054
Si 4.814 12.479 17.605 -0.216 0.095 -0.059
Si 11.045 10.517 16.958 -0.05 -0.108 -0.228
Si 8.299 1.09 31.905 -0.158 0.087 0.216
Si 1.385 11.986 23.753 -0.047 0.135 -0.133
Si 2.878 6.083 17.765 -0.094 -0.016 -0.345
Si 8.604 9.11 19.759 0.021 0.048 -0.352
Si 10.113 15.286 21.739 -0.141 0.08 -0.208
Si 6.378 4.582 17.943 -0.04 0.063 -0.228
Si 16.127 5.533 27.891 -0.027 0.042 0.116
Si 14.963 0.788 29.638 0.022 -0.191 0.225
Si 5.09 7.248 19.158 0.053 -0.046 -0.316
Si 2.287 2.384 21.445 0.097 0.137 -0.307
Si 9.883 7.347 32.8 -0.038 -0.095 0.188
Si 0.724 11.421 16.585 0.097 0.11 -0.313
Si 8.192 7.566 22.445 0.093 0.025 -0.294
Si 9.708 5.009 21.519 -0.072 -0.106 -0.186
Si 7.798 15.055 19.842 0.113 -0.078 -0.092
Si 12.682 4.307 22.232 0.166 -0.073 -0.27
Si 8.967 8.149 17.048 0.034 -0.057 -0.135
Si 1.56 1.622 28.983 0.071 -0.007 0.218
Si 3.286 12.657 21.48 -0.133 0.073 -0.159
Si 14.944 4.249 25.448 0.007 0.081 0.033
Si 15.253 1.656 32.527 0.045 0.124 0.256
Si 5.575 2.492 27.718 0.036 0.039 0.082
Si 1.073 12.572 29.364 0.059 -0.044 0.185
Si 9.73 2.255 25.806 0.031 0.034 0.054
Si 6.229 10.141 18.38 -0.008 0.052 -0.264
Si 11.861 15.838 24.198 -0.139 -0.017 -0.074
Si 1.16 3.834 32.613 -0.14 -0.13 0.326
Si 5.454 10.778 22.62 -0.052 -0.078 -0.036
Si 11.543 10.304 19.858 -0.08 -0.076 -0.249
Si 14.042 3.697 19.768 0.143 -0.061 -0.26
Si 10.73 16.098 27.01 0.035 -0.018 0.213
Si 6.411 4.293 32.679 -0.008 0.186 0.129
Si 9.623 0.817 19.556 0.013 0.109 -0.279
Si 7.556 14.007 17.111 0.079 0.074 -0.163
Si 5.607 8.961 30.312 0.051 0.006 0.152
Si 4.277 14.818 25.444 -0.084 0.028 -0.028
Si 14.182 12.43 26.34 -0.053 0.067 0.215
Si 5.334 7.631 22.216 -0.011 0.072 -0.233
Si 13.24 6.566 28.674 -0.021 0.027 0.192
Si 8.086 2.94 23.3 0.019 0.076 -0.054
Si 14.657 9.637 25.527 -0.021 0.055 0.202
Si 10.866 0 31.256 -0.066 -0.019 0.355
Si 12.486 12.246 28.631 0.084 0.01 0.183
Si 2.047 1.178 18.766 -0.159 -0.015 -0.212
Si 6.598 14.189 23.831 -0.027 0.149 -0.031
Si 7.064 13.731 29.427 -0.102 0.112 0.314
Si 12.331 8.925 23.94 0.099 -0.065 0.009
Si 5.794 15.976 27.849 0.05 -0.063 0.221
Si 1.408 9.787 32.709 0.004 0.072 0.359
Si 13.296 13.279 23.476 -0.008 -0.041 -0.063
Si 6.22 0.654 23.033 -0.024 -0.072 -0.164
Si 8.367 8.913 27.442 -0.008 -0.074 0.188
Si 12.177 9.388 32.847 0.038 0.016 0.225
Si 3.556 0.963 23.931 0.027 -0.041 -0.028
Si 8.446 7.702 30.16 0.022 0.042 0.298
Si 6.885 14.776 32.393 -0.122 -0.022 0.202
Si 3.464 7.669 24.645 0.129 0.188 -0.07
Si 8.248 11.849 23.367 0.03 0.047 -0.095
Si 2.366 14.553 17.852 0.017 -0.06 -0.283
Si 15.292 11.815 21.698 0.024 -0.099 -0.257
Si 2.313 12.661 26.404 -0.075 -0.022 0.073
Si 5.597 2.318 30.722 0.111 -0.137 0.189
Si 10.11 14.031 29.28 0.093 0.228 0.171
Si 1.168 9.241 24.851 -0.098 -0.009 0.1
Si 0.104 9.604 30.043 -0.025 0.061 0.2
Si 12.029 3.377 17.465 -0.084 -0.059 -0.12
Si 8.537 4.735 30.484 -0.046 -0.006 0.234
Si 14.842 14.05 28.739 -0.099 0.075 0.038
Si 0.664 4.529 23.078 -0.061 0.005 -0.166
Si 14.918 6.042 21.418 -0.069 -0.05 -0.262
Si 12.55 2.522 24.81 0.043 -0.117 -0.024
O 14.717 12.436 34.255 -0.062 -0.161 -0.4
O 5.696 10.869 26.625 0.187 0.292 -0.419
O 0.484 8.581 28.872 -0.012 -0.193 -0.25
O 6.891 14.884 28.293 0.347 0.085 -0.143
O 2.516 15.988 18.559 0.41 0.064 0.098
O 0.524 4.951 33.58 0.004 -0.101 -0.144
O 3.629 15.043 31.241 0.331 0.308 0.379
O 5.067 9.79 31.576 0.271 -0.3 0.226
O 12.612 6.529 27.182 -0.76 0.028 -0.066
O 12.651 14.541 34.157 0.19 0.04 -0.58
O 2.262 12.138 20.343 0.366 -0.198 0.139
O 2.089 13.111 30.473 -0.085 -0.12 -0.068
O 2.701 1.732 25.041 -0.253 -0.095 -0.229
O 5.276 6.395 27.907 -0.041 -0.474 -0.318
O 3.256 11.369 26.202 -0.162 -0.186 0.231
O 7.069 8.059 26.943 -0.52 0.415 -0.377
O 0.811 9.082 31.398 0.012 -0.465 -0.18
O 4.925 11.337 33.656 -0.032 0.273 -0.042
O 6.767 9.511 34.28 0.042 0.121 -0.287
O 15.083 6.821 34.268 -0.114 -0.075 -0.31
O 2.306 2.961 29.505 0.323 0.012 0.23
O 9.593 0.766 26.427 -0.319 -0.159 -0.236
O 2.462 3.984 26.315 -0.212 0.484 0.53
O 12.425 5.501 29.58 0.179 0.113 0.429
O 14.792 6.132 28.586 0.279 -0.136 0.131
O 0.029 2.775 32.139 -0.131 0.162 -0.565
O 14.833 0.769 31.255 -0.421 -0.482 0.055
O 11.011 8.37 33.289 -0.04 -0.046 0.241
O 5.438 3.583 18.812 0.3 -0.555 0.122
O 13.972 2.419 33.162 -0.29 -0.08 -0.454
O 10.139 9.52 20.014 -0.127 -0.065 0.157
O 7.943 6.179 30.076 -0.607 0.04 -0.457
O 6.034 13.846 22.362 0.209 -0.339 -0.185
O 11.289 2.704 25.811 0.315 0.494 0.403
O 3.003 2.541 15.242 -0.224 0.122 0.466
O 14.915 2.449 19.18 -0.172 -0.383 0.436
O 6.93 15.781 23.871 0.448 0.133 0.472
O 2.885 1.359 22.531 0.143 -0.338 -0.181
O 0.778 9.918 15.998 -0.441 -0.159 0.578
O 3.37 6.378 25.62 0.255 0.109 0.692
O 1.271 6.302 17.649 -0.124 0.399 0.671
O 8.121 2.736 15.43 0.026 -0.138 0.245
O 5.167 11.335 18.709 -0.011 -0.195 0.571
O 13.628 13.669 15.472 -0.143 0.039 0.525
O 6.483 10.191 16.764 -0.265 0.524 0.244
O 6.206 4.41 16.323 -0.365 0.347 0.062
O 14.142 12.867 22.15 -0.27 0.196 -0.164
O 12.402 3.558 23.601 -0.096 0.227 0.118
O 10.449 0.029 18.408 0.057 -0.658 0.298
O 8.54 7.959 18.591 -0.251 -0.457 0.342
O 3.089 4.665 18.492 -0.373 -0.088 0.144
O 12.841 9.327 19.957 0.189 -0.106 -0.454
O 4.381 12.41 31.376 0.481 0.152 -0.66
O 10.355 0.337 20.924 0.587 0.324 0.471
O 1.145 13.819 18.63 -0.502 0.243 0.102
O 3.548 7.226 18.671 -0.196 0.547 0.432
O 10.688 11.766 16.02 0.592 0.017 0.1
O 10.613 14.898 30.555 0.306 -0.532 0.268
O 15.591 12.061 16.285 -0.378 0.187 0.532
O 11.861 12.527 23.352 -0.228 -0.391 0.602
O 12.878 3.982 18.683 -0.175 0.538 0.277
O 13.79 7.981 15.283 -0.113 0.138 0.329
O 15.561 6.131 16.004 -0.022 -0.103 0.587
O 8.597 8.337 23.79 -0.281 -0.172 0.454
O 12.484 1.011 24.223 0.455 0.051 -0.045
O 12.388 7.507 24.72 -0.279 -0.48 -0.23
O 2.71 10.66 32.352 -0.012 0.109 -0.138
O 9.17 2.285 24.297 0.363 -0.192 -0.141
O 5.108 15.783 26.417 -0.019 0.451 -0.263
O 9.471 12.036 22.332 -0.322 -0.178 -0.147
O 7.873 5.656 27.376 0.202 0.213 -0.117
O 11.722 10.782 33.521 0.483 0.537 -0.366
O 5.65 8.702 18.783 -0.136 -0.192 0.22
O 9.037 8.21 28.744 0.368 0.007 -0.161
O 5.538 3.005 29.257 -0.177 0.299 -0.02
O 4.674 7.661 30.083 -0.123 -0.326 0.092
O 12.738 3.838 16.092 0.779 -0.162 0.365
O 2.047 14.87 16.291 0.215 0.197 0.005
O 7.909 4.15 18.174 0.118 0.146 0.129
O 11.017 12.714 29.065 -0.264 -0.455 0.109
O 8.639 13.477 29.598 0.132 -0.472 0.24
O 10.505 15.658 23.279 -0.302 0.006 0.478
O 5.069 0.466 15.422 0.129 -0.042 0.409
O 13.694 5.564 22.373 -0.148 0.24 0.379
O 14.903 10.953 26.453 0.222 -0.033 0.181
O 3.339 2.071 18.388 0.237 -0.301 -0.544
O 6.197 5.927 25.496 0.045 0.483 -0.616
O 8.591 14.807 21.263 -0.194 -0.393 0.443
O 15.769 4.356 26.839 0.021 -0.618 0.152
O 5.383 16.313 21.8 -0.442 0.483 -0.048
O 0.066 0.009 15.412 0.165 -0.212 0.428
O 1.994 4.994 23.87 0.169 0.388 -0.052
O 1.361 4.457 15.933 0.125 -0.123 0.32
O 13.854 1.755 28.977 0.217 0.589 -0.335
O 6.23 13.119 17.236 -0.127 -0.324 -0.087
O 10.866 9.547 24.044 0.104 0.189 -0.07
O 4.934 10.991 24.13 -0.047 0.132 0.172
O 7.316 1.724 22.546 0.131 -0.214 -0.683
O 4.631 15.82 28.947 -0.145 -0.299 -0.351
O 8.584 13.327 16.077 -0.023 0.367 0.216
O 12.055 1.756 17.4 0.632 0 0.283
O 13.917 2.985 25.556 0.325 -0.415 0.287
O 7.884 13.264 24.078 0.572 0.227 0.411
O 14.973 1.92 16.467 -0.44 0.267 0.173
O 9.579 2.41 19.424 0.182 -0.079 0.193
O 1.87 10.479 24.082 0.474 -0.418 -0.281
O 7.029 15.397 16.461 0.341 0.394 0.299
O 11.486 11.019 18.412 0.202 0.595 0.267
O 1.924 7.974 24.224 -0.187 -0.282 -0.312
O 0.042 11.888 22.89 -0.067 0.11 0.152
O 1.655 12.643 27.865 0.008 0.133 -0.208
O 10.999 13.982 21.337 0.257 -0.05 -0.488
O 0.679 11.056 29.683 0.142 0.039 0.202
O 2.762 13.417 33.097 0.049 -0.093 -0.351
O 8.091 0.284 19.511 -0.561 0.272 -0.348
O 8.477 7.63 33.536 -0.074 -0.079 -0.468
O 7.626 10.31 19.217 0.335 0.34 0.329
O 4.271 11.671 16.308 0.058 -0.671 -0.003
O 14.849 5.087 20.086 0.443 0.37 -0.199
O 1.367 9.155 26.47 0.037 0.544 0.228
O 2.893 7.726 28.141 0.107 0.529 -0.034
O 3.473 3.254 20.708 0.443 0.025 0.393
O 5.397 9.239 22.157 -0.055 0.226 -0.09
O 14.752 10.288 21.51 0.132 -0.044 -0.065
O 15.971 12.305 20.3 -0.303 0.296 -0.157
O 11.504 15.448 25.738 0.014 -0.29 -0.009
O 12.102 0.726 30.535 0.426 0.057 0.147
O 6.723 6.963 22.692 -0.102 -0.301 0.362
O 4.121 1.239 34.132 -0.042 0.119 -0.445
O 1.864 12.324 15.82 -0.155 0.371 0.234
O 11.985 15.586 16.383 0.146 -0.306 0.281
O 12.28 9.697 16.354 0.133 -0.06 0.698
O 4.217 7.228 23.294 -0.11 -0.347 0.013
O 1.814 4.651 31.401 0.148 0.606 -0.003
O 4.142 8.921 25.445 0.332 -0.104 0.514
O 4.437 4.197 24.616 -0.098 -0.45 -0.677
O 15.908 4.003 24.167 -0.176 -0.483 -0.063
O 4.493 11.603 21.619 0.242 -0.259 -0.2
O 8.278 14.186 18.549 0.283 -0.083 0.105
O 8.066 8.538 21.154 -0.16 -0.02 0.107
O 9.946 0.899 16.041 -0.073 -0.11 0.057
O 2.322 2.994 33.349 -0.099 -0.215 -0.465
O 8.859 3.286 26.671 -0.485 0.072 -0.126
O 5.394 13.816 24.843 -0.067 -0.636 0.255
O 0.636 6.693 27.122 0.022 0.041 -0.677
O 9.431 8.995 26.231 0.602 0.134 0.191
O 11.1 16.156 32.852 -0.114 0.206 -0.405
O 3.713 13.625 17.977 0.231 0.006 0.359
O 7.781 8.198 15.929 -0.059 -0.624 -0.067
O 1.577 1.656 27.368 -0.398 -0.286 -0.435
O 14.72 7.625 21.044 0.233 0.263 -0.127
O 5.326 3.482 31.81 -0.456 0.139 -0.236
O 3.885 6.966 34.281 0.169 0.038 -0.262
O 11.652 11.444 20.98 0.363 0.196 0.029
O 0.711 4.965 29.074 -0.375 -0.134 0.207
O 13.009 14.869 23.592 0.447 0.409 -0.369
O 10.289 4.968 28.099 0.206 0.275 -0.585
O 13.332 3.268 21.16 0.048 -0.643 0.195
O 3.847 14.132 21.039 -0.516 0.133 -0.058
O 10.148 4.694 30.684 0.146 -0.128 0.312
O 1.242 15.099 34.235 0.04 0.044 -0.514
O 14.976 13.583 27.177 0.283 0.399 -0.278
O 1.198 12.689 25.208 -0.589 0.046 0.03
O 8.233 3.788 29.196 -0.135 -0.518 -0.166
O 5.683 15.528 33.221 -0.113 -0.105 -0.287
O 3.569 15.697 24.267 -0.264 -0.24 -0.475
O 12.77 8.712 22.418 -0.463 -0.349 0.106
O 9.631 1.035 31.005 -0.122 0.191 -0.503
O 8.662 10.847 24.557 -0.052 0.233 0.54
O 11.276 4.869 21.744 0.143 0.053 -0.108
O 5.119 1.42 23.943 0.105 0.616 0.293
O 14.361 8.232 26.294 0.368 0.039 0.552
O 13.372 9.965 24.61 -0.289 0.374 -0.284
O 9.816 6.896 16.523 0.103 -0.372 0.71
O 11.052 5.391 14.993 0.055 -0.124 0.067
O 7.163 8.587 30.589 -0.101 0.268 0.006
O 2.297 0.357 29.662 -0.363 -0.435 -0.048
O 0.243 10.736 33.327 0.069 -0.175 -0.305
O 6.217 14.736 19.938 -0.379 -0.363 -0.553
O 5.757 5.681 33.151 0.229 0.467 -0.432
O 11.725 0.654 27.927 0.3 0.109 -0.328
O 6.372 12.383 28.835 -0.211 0.064 0.059
O 6.452 1.125 27.781 0.722 -0.124 0.173
O 3.707 6.125 16.355 0.454 -0.377 0.339
O 12.708 12.33 27.023 -0.598 0.004 -0.454
O 14.095 12.829 24.795 0.516 0.125 -0.248
O 9.653 7.667 31.238 0.361 0.07 -0.327
O 7.874 10.387 27.905 0.547 0.274 -0.137
O 3.318 5.452 29.395 0.283 -0.253 -0.221
O 4.081 2.098 27.279 -0.051 -0.016 0.15
O 9.569 12.173 34.15 -0.015 -0.084 -0.604
O 7.8 4.369 31.861 0.547 -0.249 0.101
O 10.11 14.934 27.934 -0.2 0.025 -0.361
O 2.543 8.114 15.257 0.108 -0.096 0.201
O 12.205 4.075 34.104 -0.023 0.043 -0.214
O 6.763 3.55 34.07 -0.41 0.221 0.148
O 1.852 8.641 33.747 -0.189 -0.057 -0.104
O 10.509 3.947 17.605 -0.197 0.188 -0.403
O 8.633 1.909 33.266 0.458 -0.089 -0.157
O 14.845 9.687 30.273 0.063 0.175 0.249
O 6.998 11.249 22.54 0.021 -0.232 -0.586
O 1.144 3.337 22.083 -0.409 -0.212 -0.009
O 8.84 3.83 22.197 -0.077 -0.283 -0.325
O 7.052 1.669 31.067 0.073 0.131 -0.157
O 15.92 9.343 24.562 -0.176 0.03 -0.368
O 15.923 4.112 17.656 -0.439 0.035 0.526
O 4.477 1.182 30.922 0.002 0.144 0.32
O 9.741 9.564 16.972 -0.204 0.185 0.076
O 13.544 8.774 33.437 0.083 -0.051 -0.501
O 0.784 1.641 17.863 -0.017 -0.386 -0.44
O 5.045 7.031 20.749 -0.241 -0.219 0.356
O 12.763 10.711 29.033 -0.214 -0.014 -0.63
O 12.371 9.564 31.28 -0.319 0.063 -0.395
O 1.618 1.458 20.298 -0.487 -0.379 0.237
O 3.187 14.009 26.286 -0.112 0.313 0.317
O 2.511 12.775 22.9 0.133 0.265 0.278
O 13.526 13.298 29.322 -0.118 0.012 0.542
O 13.071 8.048 29.276 0.008 -0.001 -0.164
O 16.317 5.73 22.199 0.45 0.226 -0.133
O 0.024 1.504 29.352 -0.162 0.514 0.047
O 9.527 4.987 19.919 -0.008 0.732 0.041
O 0.943 11.316 18.182 -0.068 -0.552 0.487
O 5.987 6.095 18.415 0.094 0.279 0.13
O 6.509 14.237 30.897 -0.321 -0.186 -0.17
O 7.503 13.578 33.288 -0.313 -0.155 -0.478
O 15.812 0.632 33.633 -0.084 -0.155 -0.323
O 8.047 15.88 32.297 0.548 -0.04 0.144
O 6.09 3.565 26.63 0.381 0.144 0.063
O 11.57 2.989 29.235 -0.139 -0.14 -0.029
O 16.13 13.528 29.527 0.183 0.164 0.498
O 9.262 6.42 22.133 0.335 0.135 0.305
O 5.509 9.913 29.015 -0.246 0.096 -0.311
O 7.023 3.822 24.133 -0.006 0.255 0.074
O 10.407 5.875 33.243 -0.338 -0.245 -0.346
O 14.21 5.693 25.278 -0.101 0.169 -0.139
O 14.778 15.645 28.984 0.093 0.015 -0.038

Results
total energy: -137263.317 eV
total energy less fixed offsets of O -438.35, Si -107.03 eV per atom: 8.763 eV
